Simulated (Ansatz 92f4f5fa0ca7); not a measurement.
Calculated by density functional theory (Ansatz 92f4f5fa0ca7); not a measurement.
Periodic cell of 158 atoms, Si90O68, from a study of silicon, its oxide and their interface. The atomic structure is a simulated model.

Settings: functional r2SCAN; potential files Ansatz norm-conserving; basis plane waves; wave-function cutoff 1300 eV; density cutoff ratio 4; exchange-correlation grid ratio 1; k mesh 2 x 2 x 1, shifted by 0.5 0.5 0.5 of a step; self-consistency stop 5e-08 eV per atom in the density residual; occupations Fermi-Dirac, 0.05 eV; spin none; net charge 0.

Cell vectors (angstrom)
a 10.9176 -0.0709 0.0493
b -0.0709 10.9694 0.0243
c 0.1024 0.0505 22.7012

Atoms: element, x, y, z (angstrom)
Si 0.003 0.9645 -0.1675
Si 2.7816 3.0525 -0.1731
Si -0.2134 5.6024 0.2571
Si 2.729 7.8893 -0.3919
Si 4.6238 0.3281 -0.1371
Si 8.142 2.5161 -0.1537
Si 5.212 5.8508 -0.185
Si 8.8486 8.2309 0.4009
Si 1.0481 2.2673 1.3401
Si 4.0788 4.4414 1.4296
Si 1.0612 7.2654 1.3502
Si 3.9919 9.6515 1.0874
Si 6.5565 1.1857 1.0849
Si 8.6815 4.2551 1.3506
Si 7.1333 7.0621 1.5732
Si 9.54 10.0458 1.1355
Si -0.6815 3.0018 2.8198
Si 2.3742 0.6116 2.3956
Si -0.1635 8.7006 2.4497
Si 2.7115 5.8473 3.0188
Si 5.2798 2.7547 2.5864
Si 8.1674 -0.2757 2.6261
Si 5.8715 8.8277 2.4585
Si 8.0875 5.5454 3.1721
Si 1.7348 4.1023 4.2469
Si 3.7691 1.6234 4.1075
Si 1.2495 10.1461 4.0575
Si 4.5379 7.4029 3.9686
Si 6.4915 4.0802 4.234
Si 9.2423 1.2655 4.1096
Si 6.9656 9.5954 4.3732
Si 9.6452 6.7377 4.2159
Si -0.3624 0.09 5.4728
Si 2.5452 2.4593 5.7741
Si 0.0071 5.4221 5.1513
Si 2.9159 8.5336 5.1452
Si 5.3457 0.2798 5.2987
Si 7.9853 2.6728 5.3601
Si 5.0793 5.6605 5.3869
Si 8.2965 8.0025 5.6853
Si 1.1953 0.9712 7.0856
Si 4.0952 3.7952 6.548
Si 1.6124 6.9363 6.2989
Si 4.1932 9.5094 6.9478
Si 6.8377 1.15 6.9899
Si 9.5761 3.9027 6.5458
Si 6.7732 6.7111 7.1765
Si 9.9329 8.9745 6.9256
Si -0.2222 2.5443 8.0888
Si 2.7028 -0.5702 8.3675
Si 0.6166 7.6788 8.2838
Si 2.8133 5.296 7.9898
Si 5.4242 2.4275 8.1601
Si 8.4034 -0.5126 8.433
Si 5.4282 8.1641 8.2468
Si 8.4476 5.4327 8.2523
Si 1.0959 3.6602 9.4955
Si 4.3732 0.5768 9.5733
Si 1.5247 9.0371 9.7934
Si 3.7614 6.9526 9.3936
Si 7.1913 3.3349 9.2936
Si 9.556 1.2086 9.6334
Si 6.6154 9.4727 9.7682
Si 10.399 6.3167 9.7708
Si -0.5319 -2.7138 12.1915
Si 4.0706 -6.4368 14.0678
Si -0.3975 4.3281 16.5297
Si 6.1428 6.3925 14.1051
Si -0.9475 0.3554 17.6576
Si 3.4654 11.0889 12.7004
Si -3.6279 -1.8154 12.7741
Si 1.2168 2.9757 14.2957
Si 1.7839 -0.6318 20.3745
Si 6.7454 11.1222 17.3277
Si 0.8396 1.7237 11.8193
Si 12.8254 -2.1374 14.06
Si 16.3502 4.9214 11.5626
Si -0.6108 2.6876 18.8663
Si -5.0592 -2.1342 18.3473
Si -3.9123 4.9425 20.323
Si 4.4303 0.0088 19.6425
Si -2.9035 3.8935 17.7147
Si 12.4248 6.2446 18.0892
Si 3.1633 -2.1994 16.64
Si -3.1098 7.8153 20.4277
Si -4.3073 3.6404 15.1076
Si 12.1671 11.0156 15.7506
Si 12.3063 4.4808 20.3563
Si 10.4063 8.5749 19.068
Si 6.1078 0.8436 14.3969
O 2.389 3.5791 -1.6189
O 1.0925 0.4029 -1.2438
O 0.0048 2.9476 -5.2562
O 4.6179 -2.4415 -5.5282
O 0.3893 5.2233 -1.2372
O -5.9095 0.5574 -1.6993
O 2.2835 8.9981 -1.5699
O 0.2386 3.3772 -2.8706
O 6.8823 4.3856 -3.929
O 3.5955 1.4938 -0.1939
O 10.6735 0.5353 -6.4314
O 8.1206 6.0271 -2.3569
O 5.4496 5.1445 -1.6543
O 3.8694 6.6278 -0.6481
O 7.5335 8.2373 -0.6776
O 9.9269 6.9206 -0.0142
O 0.2011 4.9225 10.3511
O 3.8915 -10.5599 11.0978
O 5.893 0.0147 9.6671
O -2.3073 2.8358 18.7712
O 2.6847 8.031 10.2095
O -0.4749 12.2041 10.9792
O 1.8938 2.5228 10.5258
O 0.8116 3.094 12.7373
O 2.0732 0.8756 12.4933
O 6.2816 4.0464 10.5405
O 4.7109 0.9129 13.536
O 8.2676 2.2368 10.176
O 6.6422 8.9727 11.3633
O 4.4875 4.3477 12.6534
O 12.6414 1.5347 14.922
O 9.853 7.1477 11.1038
O 0.6749 -3.0709 13.1975
O -5.0353 -10.2896 15.8373
O 11.7049 -5.6209 16.9619
O -0.0173 -7.2563 14.9229
O 0.3093 9.1675 11.053
O 2.3817 7.4082 17.3241
O 2.3804 4.1355 14.2634
O 7.5421 -7.8511 16.3828
O 4.6556 -5.0062 14.4086
O 7.1829 5.3137 14.971
O 2.914 8.1844 15.0865
O -3.9219 9.4957 17.5553
O 4.8788 -1.5358 19.5569
O -7.7864 -12.3361 12.9496
O 0.5594 -3.666 18.8174
O 4.2331 5.9948 10.6743
O 6.9096 13.087 14.2994
O -2.0246 8.7517 12.8207
O 6.5713 5.6943 12.4837
O -1.9562 8.5156 19.718
O 10.5738 0.9469 19.2584
O -1.7718 4.9983 16.923
O 11.208 -1.3748 20.145
O 11.876 -0.9515 14.5626
O -8.0245 11.17 19.4772
O 4.852 14.4912 15.0199
O 2.4057 -0.6687 16.5571
O 6.5531 -3.2383 19.4459
O -0.6076 -1.4554 17.6288
O -3.8349 -0.4083 13.5212
O -1.4362 1.5964 21.6528
O 7.5912 3.5655 21.3527
O 8.3402 0.6094 17.4343
O 5.4375 11.619 18.4527
O 6.4129 -2.9348 13.9139
O 2.2502 5.3016 19.1433

Results
free energy: -42113.281 eV
free energy less fixed offsets of O -463.61, Si -117.95 eV per atom: 27.699 eV
pressure: -4.22 GPa
stress xx, yy, zz, yz, xz, xy (GPa, positive in tension): 5.21, 4.22, 3.21, -2.55, 0.85, -2.26

Forces (eV/angstrom), in the order of the atoms: element, x, y, z
Si -2.9644 -0.7579 -1.4544
Si 1.6216 -1.7854 2.9364
Si -0.6551 -0.293 0.2749
Si 1.396 0.8552 1.909
Si 2.8399 1.7611 0.8941
Si 0.399 -0.2538 -2.0812
Si 0.1478 -0.59 2.1418
Si -1.7448 -5.6704 -0.8093
Si -0.1671 0.148 0.1339
Si -0.3158 -0.112 -0.912
Si 2.9225 -3.162 -0.5706
Si -1.7304 -2.5006 1.8893
Si 0.214 -0.0147 1.0323
Si 3.2019 -0.6628 0.0527
Si -0.5797 -0.3374 -0.1646
Si 3.0237 2.6618 -0.4349
Si 1.8319 0.7771 -0.6969
Si 0.8259 -1.6875 0.9234
Si 0.1985 0.5665 3.1902
Si 1.1807 0.4735 -1.6324
Si 0.6404 0.6089 0.5101
Si -1.6764 2.3026 0.7569
Si -1.4444 -1.4153 0.2217
Si -2.2894 -0.5879 -1.2225
Si -2.3074 0.2494 -0.4977
Si 1.2059 -1.0689 -2.0732
Si -0.3555 -1.132 -1.1504
Si -1.3737 -0.8968 -1.2752
Si 0.3921 0.6031 -0.8453
Si 0.0046 -0.1029 -1.1389
Si -0.7196 0.4965 -0.0827
Si -0.7445 2.8665 -1.9913
Si 2.0447 -1.7097 0.9854
Si -1.4741 -0.0203 -0.4293
Si 2.7695 -1.4636 2.1531
Si -0.649 0.6273 0.8364
Si 1.1451 -1.9149 1.3289
Si -0.9599 -0.2636 1.7271
Si 1.979 -0.9138 1.1012
Si -1.3117 -0.5962 -0.0234
Si 0.212 0.3331 -0.374
Si 1.118 2.0116 2.5041
Si -0.1275 -1.8752 1.1591
Si -0.9268 0.9524 -2.4855
Si 0.9986 -0.5045 -1.5452
Si -0.1688 1.1696 1.1088
Si 0.5122 -0.9346 -2.1642
Si -0.8385 1.9419 1.5011
Si 0.2016 0.0028 -1.335
Si -0.1139 2.5593 -0.5162
Si -1.0182 1.0405 -2.6539
Si -1.2412 -0.4417 -0.3811
Si -1.2169 0.1372 0.1694
Si 0.8586 -0.4685 -0.7224
Si 0.0083 -0.4725 1.4403
Si 0.2299 -2.0116 0.6767
Si 1.7545 2.1232 2.0314
Si -0.5572 1.1455 0.7072
Si -3.234 0.0769 2.2056
Si -0.3919 -0.7896 1.9776
Si 1.1889 1.1755 2.7116
Si -2.3352 1.5065 1.0981
Si -0.4201 1.585 0.116
Si -1.4927 -3.2153 1.742
Si 1.0776 0.9525 -3.0992
Si -2.9686 -2.1202 1.915
Si 4.0397 -1.9086 -2.6663
Si 1.4533 -1.6346 -3.3112
Si 0.7883 -3.3288 -0.0644
Si -1.6579 0.919 -1.6163
Si 1.1421 -1.1041 2.7227
Si -0.1069 3.6753 -0.4705
Si -2.8974 -0.5979 2.5953
Si -4.4263 -0.8714 0.6918
Si 5.2422 2.9127 -2.2869
Si 0.0176 -2.5648 -2.6271
Si -0.5865 1.8684 -0.5463
Si -0.8242 -2.9203 0.3878
Si -2.3645 -0.3413 1.4582
Si 2.7095 -1.2678 1.0949
Si 10.8145 0.1384 -0.1457
Si 0.8947 1.3945 -1.5268
Si -1.3839 0.0277 0.0057
Si 0.2071 -3.131 -1.5123
Si -2.4141 -3.915 0.3342
Si -1.0391 0.9391 -2.7793
Si -1.7659 4.1961 -1.1953
Si 0.1378 -1.1544 2.1847
Si 1.968 0.3152 0.8528
Si 0.544 -3.6049 -4.4802
O 0.3051 0.2846 -0.7738
O 0.7011 0.2127 -0.1546
O -2.1099 0.9905 -0.758
O -0.9305 0.4934 -0.1135
O 0.9279 0.27 -0.5324
O 0.505 -1.2507 -4.2348
O 1.2357 -1.0046 0.3256
O 0.0627 1.2749 1.0439
O -2.195 1.7046 1.0653
O -3.8858 4.9313 0.6567
O -0.0463 -0.8111 2.5603
O -2.6302 0.0892 1.2744
O 1.9468 -0.1509 -1.0967
O -2.7697 3.1757 -0.3388
O 0.5446 0.1776 -2.9462
O -2.3643 3.5556 -1.0059
O 0.1287 0.5004 -1.883
O 2.0368 -0.6171 -1.3123
O 0.5678 -1.808 0.4915
O 4.243 -0.0492 -0.1938
O 2.4754 -1.8585 0.1164
O -0.499 -0.9663 0.5069
O -2.8526 0.9517 -0.7274
O -1.709 -2.8754 -0.5511
O -2.1532 -0.225 0.7486
O -0.181 -0.0862 -0.0873
O -0.9948 -1.5126 0.1333
O -0.4835 0.4576 -1.9905
O 0.0709 0.1994 -1.1113
O 0.0015 -1.7481 -3.9894
O 0.521 -2.9713 2.6186
O -0.0452 -2.0634 -0.6292
O 2.1047 1.0969 2.2723
O 2.2123 -2.1315 4.0637
O 0.8803 0.8284 0.3619
O -0.9873 1.0005 3.4123
O 1.527 1.1994 -0.6745
O 1.5057 1.9524 -0.0641
O 3.0149 0.691 0.9468
O -0.5385 0.1028 2.2523
O 0.9836 2.697 1.0466
O -2.685 -1.668 -0.3404
O -1.6289 1.7864 0.7049
O -0.5722 3.0556 -0.5481
O 0.2232 -0.3657 -0.9174
O 0.5959 1.5198 -0.325
O -2.4474 1.0793 0.7334
O 2.5885 -0.8664 0.6394
O 0.8444 4.1361 -0.2477
O -1.154 0.7421 0.1592
O -1.5791 1.8452 1.5271
O 2.7721 1.1845 -1.6631
O -2.1047 0.7731 -5.1276
O -2.392 -2.0148 2.0856
O 1.1874 -0.8083 -2.1471
O -0.2402 -0.8979 -0.3818
O -7.4652 0.3311 -0.5113
O 2.3797 -0.0394 1.4599
O 1.5373 -1.3128 1.646
O 0.5728 -0.2383 -0.0111
O -0.6525 2.7541 0.5741
O -1.5152 2.1468 1.1645
O 0.516 1.4729 2.9905
O -0.3205 0.752 -0.8824
O 1.5849 0.0049 -0.0481
O 1.1641 -0.8573 -0.5997
O 1.1928 -1.289 -0.6806
O -1.649 1.0619 -0.3819
